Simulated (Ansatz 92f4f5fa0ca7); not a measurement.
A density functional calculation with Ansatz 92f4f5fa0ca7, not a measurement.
Periodic cell of 158 atoms, Si90O68, from a study of silicon, its oxide and their interface. The atomic structure is a simulated model.

Settings
functional: r2SCAN
potential files: Ansatz norm-conserving
basis: plane waves
wave-function cutoff: 1300 eV
density cutoff ratio: 4
exchange-correlation grid ratio: 1
k mesh: 2 x 2 x 1, shifted by 0.5 0.5 0.5 of a step
self-consistency stop: 5e-10 eV per atom in the density residual
occupations: Fermi-Dirac, 0.05 eV
spin: none
net charge: 0

Cell vectors (angstrom)
a 10.8445 0.0181 0.0523
b 0.0181 10.9429 -0.0175
c 0.1083 -0.0363 22.2088

Atoms and the computed forces on them: element, x, y, z (angstrom), force x, y, z (eV/angstrom)
Si 4.6132 5.3893 20.6807 0.9361 -1.3972 -2.5177
Si 3.0256 9.9749 16.6439 2.1324 -2.5904 -3.871
Si 9.0514 6.5761 17.0059 -0.4613 -2.2143 1.2125
Si 9.6156 1.2183 12.6534 -0.491 2.2217 1.7424
Si 7.4529 8.2478 21.4079 -2.0751 -0.2864 1.3389
Si 4.8918 8.2557 20.9897 -0.0682 0.9639 0.222
Si 3.3615 10.728 13.9202 0.6296 -0.8151 1.813
Si 5.2044 1.1226 21.0211 -1.2806 -0.642 3.3165
Si 1.3515 1.2965 1.5681 -0.334 -0.5264 1.9968
Si 3.9383 4.4455 1.3524 0.2953 -1.5904 -0.6499
Si 1.6879 7.5707 1.6201 1.3752 -2.0267 -1.2747
Si 3.6832 8.8228 1.6998 -1.0305 0.7936 -0.3156
Si 6.9812 1.1125 1.0168 -1.9881 0.4882 -0.4194
Si 9.6217 4.1063 1.0842 -0.4081 -0.0775 1.1705
Si 6.7174 6.4524 0.9085 1.2118 -0.0556 1.3514
Si 9.2847 9.7894 1.5312 -0.1813 -1.4665 -1.5254
Si 2.601 10.668 2.9804 1.7287 1.6872 -1.4217
Si 10.6234 2.7297 2.7599 1.5249 -0.6912 0.2549
Si 2.4896 5.6336 2.729 0.4977 -0.3294 0.877
Si 0.0927 8.5267 2.7489 -3.2571 -0.8846 -0.3792
Si 7.7493 10.8012 2.8221 0.8523 0.7429 0.9516
Si 5.4878 2.6851 2.4362 0.6293 0.8336 0.0087
Si 8.3495 5.2953 2.6986 -0.6372 1.527 -1.3424
Si 5.4771 7.7418 2.5715 1.2271 0.5294 0.7161
Si 4.3475 1.2099 3.9259 -1.7859 -0.2976 0.6931
Si 1.3234 3.8626 4.1117 -0.2354 1.2074 -0.55
Si 4.089 6.7764 4.134 -0.5483 -1.4302 -0.3652
Si 1.1264 9.6215 4.3451 3.0206 -1.8237 -0.9062
Si 9.3724 1.2023 4.1099 -0.7234 0.1616 0.0054
Si 6.9023 4.0876 4.0436 -0.6404 -1.6456 0.5697
Si 9.7199 6.8275 3.9998 -0.5475 0.1367 -0.1594
Si 6.6601 9.2438 4.2395 -0.3189 0.0933 -1.5285
Si 10.6105 10.6796 5.586 -1.1953 2.6507 1.7706
Si 2.72 2.4577 5.4123 0.0674 -0.9287 0.187
Si 0.0811 5.4317 5.4308 0.3888 -1.1656 -0.3397
Si 2.5737 8.0242 5.2952 0.2829 1.0628 2.0291
Si 5.4592 10.7605 5.5007 -0.6603 0.3149 -0.1325
Si 8.2991 2.6155 5.6394 -0.8368 0.768 -1.4033
Si 5.1669 5.1638 5.4578 1.0869 0.601 -0.2572
Si 8.2221 8.0715 5.3863 -0.0906 -1.0883 1.9106
Si 1.2306 0.968 6.9416 0.5161 0.2362 -1.5036
Si 3.9173 3.8134 6.8815 -0.1771 0.3148 1.1736
Si 1.4371 6.5633 6.8994 -0.2664 1.9024 -3.1015
Si 3.9332 9.5018 6.8255 -0.8666 -0.4549 -1.1282
Si 6.7442 1.2914 6.7472 1.0746 -0.3151 0.9946
Si 9.7303 4.009 6.9119 0.5406 -1.1964 -1.0744
Si 6.494 6.5067 6.8983 2.2979 0.0052 -2.2244
Si 9.5493 9.4366 7.1675 -1.0472 -1.0622 -1.2496
Si 2.5829 10.6952 8.38 1.0343 -0.3171 0.6159
Si 10.8751 2.2502 8.4208 -0.8071 1.181 -1.8927
Si 2.4698 5.3729 8.3289 1.7102 -2.2278 1.9251
Si 0.0747 7.846 8.1305 0.7892 0.7894 2.093
Si 8.2501 0.0215 8.3147 -1.7879 0.0533 -0.0167
Si 5.5861 2.6472 8.2846 -1.9928 -0.8423 -0.523
Si 8.1831 5.2227 7.9458 0.1555 1.8271 0.6617
Si 5.3015 8.0468 7.9378 0.6559 1.2314 1.3201
Si 7.7531 9.0032 15.7139 2.1687 1.505 0.555
Si 9.589 9.4065 13.5463 -1.8825 -0.0681 -2.7124
Si 9.7853 6.352 9.5716 -1.9311 -0.0485 -1.7901
Si 7.5102 2.5494 19.3582 -3.255 -0.2489 -1.7552
Si 8.993 1.8398 9.5309 -1.6461 -0.1868 3.0866
Si 5.9751 3.7675 13.5001 0.6102 0.7312 0.4447
Si 0.4223 4.6548 9.8746 3.4569 -0.9852 -2.111
Si 4.0203 9.7257 19.3911 0.3568 -1.2929 1.0001
Si 10.6686 0.231 0.2994 3.2259 -2.1038 2.2429
Si 1.595 3.3424 16.7991 3.2928 0.0205 -0.4492
Si 0.3539 4.8899 15.7258 -0.5513 -1.4676 -2.9195
Si 4.3009 1.0174 9.5325 0.8191 -0.8224 0.2432
Si 8.3633 0.4763 17.109 1.0317 5.4451 -2.7523
Si 0.3921 6.228 21.3882 -0.9634 -2.0904 0.0223
Si 1.3357 8.6632 12.8151 1.4007 -0.5376 3.404
Si 2.539 6.9935 15.0764 0.0589 3.0108 -2.1553
Si 7.8201 7.6874 11.4476 -1.1097 0.9357 2.0447
Si 1.851 8.8066 9.7765 -0.4201 0.1725 -1.8197
Si 7.3568 3.6445 9.2812 0.6021 0.2842 1.1793
Si 1.8027 4.0344 19.9323 2.7854 0.4722 -2.9856
Si 7.7939 1.2261 14.0797 -0.8555 -0.417 -2.9056
Si 4.4315 4.7508 16.0188 -1.3785 -0.8788 -1.8244
Si 0.6469 0.7466 17.381 2.044 1.5981 0.3148
Si 3.6385 2.4072 12.2072 -1.045 0.0889 6.1817
Si 6.5158 5.8178 11.4223 -1.6579 0.5974 0.5623
Si 6.1426 9.4922 13.9109 -0.5393 2.544 -3.7236
Si 9.6597 8.1393 19.6388 1.138 0.0559 -2.3388
Si 2.5794 2.7573 0.3241 0.6968 -0.0666 -1.588
Si 4.0862 6.7097 9.4003 1.3699 -0.2197 1.2063
Si 0.7682 3.6391 12.6908 0.3829 -1.2684 3.8242
Si 6.5134 9.7573 9.3523 -1.0916 -0.831 0.821
Si 8.8297 2.3413 21.9957 0.013 -0.0811 0.7765
Si 6.4533 5.2374 18.1666 -0.5858 1.671 2.1194
Si 1.1192 10.3723 19.8423 -0.7816 1.0044 -1.5401
O 1.6332 3.0856 21.197 1.0006 -0.6784 0.8832
O 9.1888 7.0705 10.9242 1.7121 -0.0241 -0.871
O 1.4276 3.4521 18.372 -0.2226 0.9504 4.0791
O 9.9594 0.9541 16.9809 0.12 -1.9229 0.7511
O 8.7318 7.7115 15.9364 -0.6239 0.1644 -0.9826
O 0.5912 4.6019 11.4562 -0.6561 0.3251 -0.3653
O 4.8967 3.3758 12.3685 -0.2161 0.0899 0.2233
O 6.0336 5.6293 19.7389 -1.6715 -0.3319 0.3377
O 3.2261 3.8426 16.6403 -0.7418 -0.1623 -1.2633
O 4.1323 9.6878 17.7887 -0.1491 0.0685 -0.8933
O 2.6952 8.4961 15.726 0.7745 0.7507 1.7344
O 9.9237 7.2578 18.1909 -0.5858 0.9267 1.8087
O 10.6391 5.0751 0.2646 -0.4039 0.7469 -0.513
O 7.066 2.5841 13.5165 -0.0234 0.5551 0.3003
O 1.508 1.7592 16.3711 -1.235 1.0585 1.1462
O 4.6957 0.1323 19.915 -1.8176 -0.4935 -0.8303
O 3.979 8.913 0.0955 0.5985 0.6539 -0.7665
O 5.0441 6.1544 10.6998 -0.2055 -0.1924 -0.8956
O 3.4419 4.5854 19.8307 -0.3519 -1.088 1.0966
O 1.0202 3.1195 9.2533 -0.1199 1.9546 2.4493
O 7.1416 3.8781 18.4863 1.1567 -3.3821 0.084
O 4.0241 1.8694 21.9795 1.1851 -0.8445 -2.1375
O 10.8077 2.2629 12.9373 0.4954 0.5289 -0.4981
O 7.8726 1.4017 18.2973 -0.0453 -0.1891 0.8529
O 9.0291 1.7101 11.2842 -0.7366 0.2158 -4.3464
O 6.9385 8.7066 10.5716 0.802 0.9339 -0.5399
O 10.0821 1.3206 21.7479 -2.8049 2.8163 -2.1359
O 4.07 6.8433 20.7937 -0.2262 2.2756 0.4518
O 5.5036 3.8501 15.0708 -1.735 1.5776 0.3701
O 6.1667 1.9501 20.1198 1.9401 2.8408 -0.6383
O 5.0031 4.9207 22.2069 -0.6896 -0.6541 -0.1232
O 1.0686 0.9313 19.0086 -1.5035 -2.4607 -0.0355
O 10.6556 9.4687 19.5062 -1.0856 -0.8744 0.0245
O 8.2347 8.4993 12.8857 1.1998 0.3959 -0.5651
O 2.3096 3.1834 12.7427 0.9257 0.166 -1.0513
O 3.7252 1.1623 13.3428 -0.2431 3.1054 -2.19
O 10.0093 7.1993 20.9135 0.7333 -0.3438 -0.1498
O 1.0213 5.4136 20.1153 -1.1536 1.3168 0.6999
O 2.4363 9.4987 19.6804 0.5062 0.1676 -0.6492
O 1.2656 7.0876 0.0734 1.0335 1.3507 0.4424
O 3.2205 7.9412 10.007 -1.6121 0.808 0.9228
O 5.1584 5.4069 17.2434 1.413 -0.2242 1.3758
O 10.7393 8.3277 13.6603 1.5199 0.438 -1.3116
O 1.1745 9.0796 11.2336 0.4105 -0.9144 1.5508
O 4.5537 9.7645 13.3497 1.9143 -1.4844 1.2794
O 3.7225 0.0958 15.5637 -1.7907 -2.4814 0.272
O 6.0717 0.1739 22.1141 0.8406 2.0981 0.6069
O 7.5719 6.1646 17.5052 0.0942 0.4561 0.4069
O 6.4273 5.2909 12.9676 -0.3373 -1.4843 0.6572
O 7.8277 9.9936 17.0744 -0.9353 -3.6681 0.4605
O 1.1196 10.6451 21.3839 -0.7907 -0.3788 1.2823
O 10.1866 10.6945 12.6332 -0.1094 -3.9789 0.811
O 3.6606 1.7533 10.8583 -0.2749 -1.7802 -4.5441
O 7.7732 1.175 15.6609 -0.1429 -0.3633 2.1019
O 1.3074 6.1664 15.6305 -1.0559 0.8201 1.367
O 2.2166 7.3331 13.4155 -0.2143 1.1271 0.058
O 8.9522 9.9411 14.8967 -0.5843 -0.7042 0.3789
O 3.8551 6.1207 15.2777 0.6278 -1.302 -0.3997
O 7.3012 4.7037 10.5854 -0.1609 -1.68 -0.2191
O 8.5557 2.8453 20.4776 0.8108 0.5832 0.4718
O 9.6981 5.0588 16.5314 1.1858 2.9272 -0.9725
O 1.6247 10.4179 17.1421 -2.0648 -1.1305 -0.0827
O 6.9577 10.9002 13.1144 -0.633 -0.7991 3.8809
O 5.393 10.7609 10.1189 -0.2604 0.5788 -1.4414
O 0.4059 4.4701 14.0495 -0.6983 0.3595 1.4174
O 1.9127 10.0118 13.6873 0.2944 -0.2218 -1.5641
O 8.149 9.0964 0.3804 0.7433 0.1773 -0.2336
O 8.0707 8.5267 19.8781 1.197 -0.5272 0.6619

Results
free energy: -42129.175 eV
free energy less fixed offsets of O -463.61, Si -117.95 eV per atom: 11.805 eV
pressure: -1.10 GPa
stress xx, yy, zz, yz, xz, xy (GPa, positive in tension): 1.14, 0.17, 1.97, -0.79, 0.77, 1.43
